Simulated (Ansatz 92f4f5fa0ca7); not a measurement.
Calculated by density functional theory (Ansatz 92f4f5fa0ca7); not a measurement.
Periodic cell of 237 atoms, Si146O85H6, from a study of silicon, its oxide and their interface. The atomic structure is a simulated model.
Doubt: the cutoff is far below the 930 eV that the study's wrapper takes by default for these files, so forces and energies are approximate.
This geometry differs little from another in the collection (a relaxation step or a small displacement).

Settings
functional: PBE
potential files: Ansatz PAW
basis: plane waves
wave-function cutoff: 580 eV
density cutoff ratio: 5
exchange-correlation grid ratio: 1
k mesh: 1 x 1 x 1, Gamma-centred
self-consistency stop: 5e-08 eV per atom in the density residual
occupations: fixed
spin: none
net charge: 0

Cell vectors (angstrom)
a  11.6015  0  0
b  0  10.938  0
c  0  0  32.8173

Atoms and the computed forces on them: element, x, y, z (angstrom), force x, y, z (eV/angstrom)
Si  0.0387  -0.0462  24.3234  -0.0222  0.0529  -0.0548
Si  3.8925  -0.0534  24.2866  -0.021  -0.3961  -0.6387
Si  7.8766  -0.1631  24.3513  0.0531  -0.3643  -0.704
Si  1.9684  1.2921  24.3423  -0.0088  0.0133  -0.0299
Si  5.9612  1.1345  24.222  -0.0586  0.0667  -0.0174
Si  9.7086  1.3119  24.2519  0.0187  0.023  -0.0177
Si  -0.2055  5.4163  24.1498  0.0531  0.1002  0.0213
Si  3.7682  5.2867  23.8348  0.0239  0.0185  0.0202
Si  7.8036  5.4811  24.0422  -0.117  0.0339  -0.0062
Si  1.8118  6.6825  24.04  -0.015  -0.0823  -0.0077
Si  5.7423  6.7403  23.8135  0.0277  -0.0396  0.0592
Si  9.6146  6.9442  24.3243  0.0305  0.3049  -0.6593
Si  1.9342  2.7601  26.1537  0.0092  -0.0483  -0.0261
Si  5.8038  2.7228  26.0009  -0.0049  -0.0722  -0.0649
Si  9.6501  2.7341  26.1308  -0.041  -0.0599  -0.046
Si  -0.0247  4.0785  26.1065  0.0053  0.0566  -0.0672
Si  3.8698  4.1062  25.9703  -0.0144  0.0366  -0.1008
Si  7.7111  4.1122  26.0288  0.0331  0.0493  -0.0673
Si  1.9223  8.0731  26.0502  0.0583  -0.064  -0.0505
Si  5.7913  8.0422  25.9605  0.0072  -0.0871  -0.0998
Si  9.6915  8.1957  26.2649  -0.0002  -0.0072  -0.0692
Si  0.0342  9.5029  26.2013  -0.0156  0.0606  -0.018
Si  3.8751  9.4287  26.1169  -0.024  0.0309  -0.0862
Si  7.7249  9.4212  26.2078  -0.0357  0.0289  -0.0157
Si  0.0158  0.0193  28.0365  -0.0123  -0.0445  -0.0006
Si  3.8755  -0.0411  27.9916  -0.0115  -0.046  -0.0684
Si  7.6909  -0.0083  28.0165  0.0054  -0.0476  -0.0446
Si  1.9571  1.342  28.0303  0.0055  0.0683  -0.029
Si  5.7779  1.3656  27.9678  0.0034  0.0628  -0.0156
Si  9.6448  1.3228  28.0167  -0.0031  0.0922  -0.0377
Si  0.0135  5.4598  28.0168  0.0184  -0.0615  -0.0322
Si  3.8825  5.44  27.9547  0.0037  -0.0609  -0.0041
Si  7.7217  5.4495  27.987  0.0074  -0.0616  -0.0319
Si  1.9506  6.7876  28.0144  0.0035  0.0483  -0.0274
Si  5.7987  6.7983  27.975  -0.0026  0.0786  0.0121
Si  9.6736  6.7576  28.0783  -0.0201  0.0388  -0.0357
Si  1.9336  2.7345  29.918  0.0801  0.01  0.2918
Si  5.8008  2.7345  29.918  -0.0602  -0.0333  -0.0362
Si  9.6679  2.7345  29.918  -0.0453  -0.0678  0.103
Si  0  4.1018  29.918  0.0497  -0.2676  0.1208
Si  3.8672  4.1018  29.918  0.0195  -0.1186  -0.1187
Si  7.7343  4.1018  29.918  -0.0395  -0.1545  -0.0065
Si  1.9336  8.2035  29.918  0.0517  -0.0049  -0.0149
Si  5.8008  8.2035  29.918  -0.0158  -0.037  -0.1791
Si  9.6679  8.2035  29.918  -0.0121  0.0465  0.2583
Si  0  9.5708  29.918  0.0098  -0.0593  0.2453
Si  3.8672  9.5708  29.918  0.0407  -0.1034  0.2274
Si  7.7343  9.5708  29.918  -0.0856  -0.0542  0.2378
Si  0  0  31.8516  0.0112  -0.0538  0.0269
Si  3.8672  0  31.8516  -0.0138  0.031  0.0308
Si  7.7343  0  31.8516  0.002  -0.0404  0.0079
Si  1.9336  1.3673  31.8516  0.0071  -0.0524  0.0384
Si  5.8008  1.3673  31.8516  -0.007  -0.0629  -0.0362
Si  9.6679  1.3673  31.8516  0.0053  -0.0126  0.0075
Si  0  5.469  31.8516  -0.0012  0.1197  0.0796
Si  3.8672  5.469  31.8516  0.0086  0.1047  -0.0077
Si  7.7343  5.469  31.8516  -0.0143  0.0475  0.0182
Si  1.9336  6.8362  31.8516  -0.0034  -0.0197  -0.0013
Si  5.8008  6.8362  31.8516  -0.0034  -0.0571  -0.0585
Si  9.6679  6.8362  31.8516  -0.002  0.0128  0.0569
Si  1.9336  2.7345  0.9679  -0.004  0.0592  0.0607
Si  5.8008  2.7345  0.9679  0.007  0.0797  -0.0772
Si  9.6679  2.7345  0.9679  -0.0101  0.1112  -0.1379
Si  0  4.1018  0.9679  0.0533  0.0494  0.4749
Si  3.8672  4.1018  0.9679  -0.0797  -0.0303  0.049
Si  7.7343  4.1018  0.9679  0.0261  0.0436  0.0559
Si  1.9336  8.2035  0.9679  0.0023  0.0445  0.0285
Si  5.8008  8.2035  0.9679  -0.0871  0.1108  -0.008
Si  9.6679  8.2035  0.9679  0.0732  -0.0514  0.2799
Si  0  9.5708  0.9679  -0.0129  0.1138  -0.1127
Si  3.8672  9.5708  0.9679  -0.0371  0.132  0.0685
Si  7.7343  9.5708  0.9679  0.0458  0.078  -0.0617
Si  -0.0043  0.0515  2.8614  0.0151  -0.0318  0.0112
Si  3.85  0.0419  2.9039  0.0027  -0.076  0.0103
Si  7.7474  0.0319  2.8763  -0.0189  -0.057  0.0409
Si  1.9217  1.4223  2.9439  -0.0089  0.0632  0.0207
Si  5.8016  1.3776  2.893  0.0048  0.0544  0.0163
Si  9.672  1.4127  2.904  0.0052  0.0729  0.035
Si  0.0274  5.473  2.9885  -0.0107  -0.0896  -0.0242
Si  3.8468  5.4647  2.9138  -0.0311  -0.0519  0.018
Si  7.7223  5.5247  2.8788  0.013  -0.0715  0.0214
Si  1.9285  6.8615  2.914  0.0313  0.0713  0.0529
Si  5.7682  6.8251  2.8786  -0.001  0.0631  0.0167
Si  9.6951  6.8283  2.9353  -0.0011  0.0703  -0.0099
Si  1.9235  2.7684  4.9359  0.0024  -0.0467  0.0024
Si  5.8183  2.7579  4.8184  -0.0141  -0.0621  0.0215
Si  9.6745  2.952  4.7379  -0.0427  -0.0739  -0.0083
Si  0.0206  4.2201  5.0716  0.0475  0.1108  0.0661
Si  3.8741  4.1271  4.8834  -0.0058  0.0331  0.0007
Si  7.7047  4.2291  4.84  0.0169  0.0636  -0.0101
Si  1.9022  8.2759  4.8287  -0.0112  -0.051  -0.011
Si  5.7724  8.2129  4.7863  0.0009  -0.0903  0.0074
Si  9.7005  8.1992  4.8797  -0.0055  -0.0722  0.0413
Si  -0.0324  9.6653  4.7923  0.0164  0.041  0.0356
Si  3.8688  9.6144  4.8378  -0.0264  0.0855  0.0504
Si  7.7403  9.4817  4.7115  0.0263  0.0509  -0.0295
Si  -0.1294  0.1992  6.6749  -0.0541  0.0709  -0.0347
Si  3.9048  -0.0162  6.8493  0.008  0.0339  -0.0478
Si  7.847  -0.0471  6.533  -0.0708  0.1147  0.0278
Si  1.9399  1.3376  6.8597  0.0251  -0.0207  -0.0319
Si  5.9081  1.2953  6.7072  -0.0417  -0.0668  0.0088
Si  9.5075  1.5792  6.5664  0.126  -0.0934  0.0321
Si  -0.016  5.6506  7.1777  -0.0541  -0.0406  -0.0644
Si  3.8617  5.5763  6.7843  0.0219  0.0117  -0.0208
Si  7.7167  5.6017  6.836  0.0088  0.0225  0.0017
Si  1.9215  6.9311  6.786  -0.0135  -0.0125  -0.0322
Si  5.793  6.9604  6.7939  -0.0164  -0.0303  -0.0269
Si  9.6474  6.9944  6.9982  0.0601  -0.0487  -0.0638
O  6.2619  2.3187  7.9862  0.033  0.028  -0.0177
O  11.1238  10.0639  7.903  -0.0319  -0.0124  -0.005
O  7.6218  4.6275  8.1911  -0.0009  -0.0342  -0.0114
O  9.0295  2.378  7.9864  -0.0551  0.0101  -0.0252
O  9.6369  7.9616  8.3854  -0.0259  0.0729  0.0318
O  3.9094  9.8704  8.15  0.0221  -0.043  0.0205
O  -0.0206  5.0583  8.7768  0.0336  0.0176  0.071
O  5.8641  8.0366  8.0866  -0.0159  0.0365  0.0301
O  8.3048  10.1665  7.9809  0.0251  -0.0041  -0.0517
O  5.741  7.8615  22.5653  -0.0095  0.0905  -0.1007
O  2.5228  8.9383  18.6115  0.005  -0.0043  0.0074
O  3.6817  4.176  22.5498  -0.0244  -0.0711  -0.0576
O  9.6273  2.2024  22.8431  -0.0065  -0.0099  -0.0228
O  1.9071  2.237  22.9674  0.0162  -0.0405  0.0208
O  0.0063  9.8713  23.0125  0.0312  -0.0518  -0.0314
O  1.702  7.7522  22.7673  -0.046  0.0918  -0.0527
O  6.3136  1.7331  22.6759  -0.0061  -0.037  0.0307
O  -0.6098  4.5042  22.7971  -0.0362  -0.0407  -0.0438
Si  7.6379  -4.3496  16.8192  0.0058  0.0127  0.0082
Si  5.1145  5.159  12.579  0.0091  -0.0168  0.0054
Si  1.3302  13.1298  14.826  -0.0199  -0.0017  -0.0114
Si  0.0397  3.4838  17.2621  0.0026  -0.0205  0.0084
Si  4.546  6.0055  16.9907  -0.0067  0.0088  0.0043
Si  2.0897  9.8054  11.7921  -0.005  0.0195  0.0152
Si  -0.4663  19.1122  14.9277  -0.0045  0.0048  0.0007
Si  5.7042  8.7336  21.1821  0.0172  -0.0334  0.0496
Si  9.7104  9.5943  8.5978  0.0261  -0.0421  0.0095
Si  -5.3876  -0.7905  14.1168  -0.0044  0.0182  -0.0219
Si  5.5738  1.0528  21.3794  0.0115  0.0145  -0.023
Si  10.2259  7.0328  12.3735  0.0058  -0.0108  0.0121
Si  -6.7022  10.7663  11.2932  -0.0074  0.0004  0.0366
Si  -1.965  3.7314  22.2606  -0.0115  0.0393  -0.001
Si  10.0212  2.4576  19.5396  0.0021  -0.024  -0.0347
Si  -2.3645  9.6288  13.2516  0.0032  0.0204  0.022
Si  -0.7717  -0.01  11.1724  0.029  0.0003  0.0473
Si  -4.8625  12.6778  15.8323  0.01  -0.0174  0.008
Si  6.4468  2.5767  11.3349  -0.0074  0.0028  0.0266
Si  7.315  11.9961  18.8532  0.0413  -0.0111  -0.0086
Si  13.2379  -0.9231  19.4503  -0.0151  -0.005  -0.0538
Si  10.766  19.4262  19.5641  0.0044  0.0352  -0.0592
Si  3.9452  8.1666  18.7506  -0.0133  0.0125  -0.0143
Si  8.3956  2.8203  13.7215  0.0059  -0.0083  -0.0151
Si  -0.334  2.7475  12.189  0.0028  -0.014  0.0127
Si  4.7781  8.8003  9.0427  -0.0038  0.0119  -0.0229
Si  7.7677  8.9291  18.9602  0.0094  0.0112  -0.0212
Si  7.6293  3.0341  8.5533  0.0097  0.0135  -0.0017
Si  -3.8117  16.7505  13.8394  -0.0062  -0.0097  0.005
Si  11.9099  5.3779  10.3665  -0.0091  -0.0065  -0.0305
Si  1.9077  10.1288  14.9417  0.0049  -0.0181  -0.0271
Si  4.491  -2.2644  15.9769  0.001  0.0084  0.0103
Si  -8.5782  -3.9783  10.8995  -0.007  -0.0025  0.0315
Si  10.4827  6.2706  17.4062  0.0085  0.011  -0.0029
Si  3  13.7487  21.9073  0.0318  0.0718  -0.0087
Si  0.7891  8.8667  22.0109  0.0313  -0.0064  0.0069
Si  1.3679  13.0257  19.4915  -0.0132  -0.0107  -0.0625
Si  4.1909  14.5846  15.2271  0.0073  0.012  -0.019
O  0.8459  2.3425  13.263  0.018  -0.0048  -0.001
O  7.6896  9.9799  13.4835  -0.0056  -0.0046  -0.0086
O  -8.7434  13.6849  14.985  0.0054  -0.0017  -0.0037
O  2.049  10.2269  13.3412  -0.0025  0.0044  0.017
O  1.3539  11.5915  15.3924  0.0043  0.0009  -0.0109
O  -3.7952  6.7412  15.1875  -0.0005  0.0005  -0.0134
O  -3.3992  1.9319  15.0864  -0.0042  0.0078  -0.0093
O  4.3924  19.2929  20.2967  -0.0174  0.0009  -0.0107
O  5.5107  -1.3068  10.2629  0.0135  0.0138  -0.0134
O  3.3356  9.7595  15.6212  -0.0214  0.001  -0.0106
O  11.7118  15.0165  11.3447  -0.0079  -0.0145  -0.0008
O  4.0662  -3.844  15.8469  0.0067  -0.0033  -0.0071
O  -7.2083  4.5934  13.9199  -0.001  -0.0145  0.0065
O  -0.014  16.0375  17.2699  -0.0047  0.0144  -0.0049
O  -0.3459  8.1393  21.0839  0.0037  0.0072  -0.023
O  8.2796  4.541  22.7312  0.0699  -0.0265  -0.0128
O  5.5324  3.9027  11.6113  -0.0022  0.0231  -0.0081
O  -1.7218  2.9333  13.0572  -0.0033  0.0035  -0.0161
O  -6.0375  13.7443  15.459  -0.011  0.0017  -0.0148
O  10.08  10.8733  12.6311  -0.0062  -0.0091  -0.0154
O  -7.6898  6.5547  18.4108  0.009  -0.0169  -0.0118
O  -4.6158  1.7897  17.44  -0.0105  0.012  -0.034
O  0.1112  9.6846  18.9641  -0.0206  -0.025  0.0095
O  7.5426  2.887  10.1692  0.0031  -0.0101  0.001
O  9.6463  3.6346  20.6241  0.0027  -0.0042  -0.0407
O  6.9627  8.3001  20.2371  0.0202  -0.0019  -0.0178
O  7.1918  21.3376  18.6031  -0.0105  0.0033  -0.0021
O  8.7994  1.3957  19.4359  -0.0043  0.0026  0.0052
O  -0.4862  12.5319  11.0248  -0.0084  0.0062  -0.0253
O  4.0781  6.1295  11.8041  0.0014  0.0049  -0.021
O  -2.4931  5.9858  12.9058  0.0052  0.0095  -0.0242
O  1.7823  9.745  21.0564  -0.0118  0.0052  0.0132
O  5.2186  -0.5064  12.8567  0.0248  -0.0077  0.008
O  2.0623  0.6301  19.1886  0.0048  0.0003  0.0138
O  3.8057  7.6184  9.6249  -0.013  -0.0187  -0.0146
O  5.4767  1.3156  10.9483  0.0049  -0.012  -0.0268
O  -0.2442  7.2996  13.5467  -0.0064  -0.0015  -0.0204
O  10.913  6.5297  10.9911  -0.0162  0.0094  -0.0074
O  4.0495  1.6158  21.514  0.0266  -0.021  -0.0107
O  9.8206  10.2377  10.0942  -0.0096  0.0105  -0.0151
O  7.8619  4.2565  14.2647  0.0032  0.0037  -0.004
O  1.8491  16.87  10.4217  0.0094  0.0133  -0.0256
O  -4.2748  13.1293  12.6511  0.0064  0.0025  -0.0107
O  4.8908  8.8604  17.5771  0.0015  -0.0042  -0.0152
O  -1.3359  2.9952  18.0092  0.0064  0.0022  -0.0054
O  3.2687  10.7008  11.089  -0.0046  -0.0058  -0.0248
O  -5.1761  6.0633  12.9756  -0.0012  -0.0062  -0.0094
O  -0.9292  7.2376  16.1351  -0.0032  -0.0097  -0.0067
O  6.1569  11.2634  15.2907  -0.0008  0  -0.0152
O  10.8253  7.0801  18.7663  -0.0038  -0.0106  -0.0071
O  -2.6768  16.6652  17.3851  -0.0084  0.0083  -0.0037
O  12.4853  8.9447  15.3692  0.0095  0.0123  -0.0087
O  5.6754  -0.5893  21.4745  -0.0106  0.0234  -0.047
O  9.3947  8.4203  12.1588  0.0024  -0.0157  -0.0255
O  11.4409  1.7871  20.03  0.0066  0.0132  0.0045
O  6.1894  -5.0522  17.1141  -0.0093  0.003  -0.0064
O  1.3221  13.8635  18.0961  -0.008  0.0089  -0.0065
O  3.9424  4.5625  16.5656  0.0033  -0.0071  -0.0038
O  7.7019  8.025  17.6034  -0.0036  -0.0216  -0.012
O  9.2789  -1.8431  19.5019  0.0126  -0.0149  0.019
O  0.6473  10.1182  11.1058  0.0011  -0.0078  -0.0174
O  9.9186  9.2368  14.6763  0.0042  -0.0016  -0.012
O  -5.8843  -2.1197  14.9167  -0.0025  0.0087  -0.0037
O  2.1877  3.0613  20.5157  -0.0063  -0.0025  -0.0118
O  0.2197  2.9934  15.7223  0.01  -0.0034  -0.0282
O  2.3808  8.2027  11.7332  0.002  0.004  -0.0233
O  6.2197  1.5428  19.9695  -0.02  -0.0068  0.0142
H  3.8525  4.7014  8.0051  -0.0043  0.007  0.0126
H  1.9872  7.914  7.9083  0.0117  0.0044  0.0133
H  1.9359  2.219  8.0755  0.0005  0.0045  0.0211
H  7.9028  -0.9961  -9.7774  -0.0057  0.3962  0.6642
H  3.7112  -0.9233  -9.7976  0.0523  0.4148  0.6842
H  9.6547  7.839  -9.7564  -0.0279  -0.4177  0.6267

Results
free energy: -141250.068 eV
free energy less fixed offsets of H -15.97, O -568.88, Si -635.61 eV per atom: -0.388 eV

The program warned: the cutoff lies below the one the program advises for these potential files; the exchange-correlation potential is rough where the density is thin.
